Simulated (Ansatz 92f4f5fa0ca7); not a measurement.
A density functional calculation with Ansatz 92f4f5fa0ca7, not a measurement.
Periodic cell of 148 atoms, Si92O56, from a study of silicon, its oxide and their interface. The atomic structure is a simulated model.

Settings
functional: r2SCAN
potential files: Ansatz norm-conserving
basis: plane waves
wave-function cutoff: 1300 eV
density cutoff ratio: 4
exchange-correlation grid ratio: 1
k mesh: 2 x 2 x 1, shifted by 0.5 0.5 0.5 of a step
self-consistency stop: 5e-08 eV per atom in the density residual
occupations: Fermi-Dirac, 0.05 eV
spin: none
net charge: 0

Cell vectors (angstrom)
a	10.88	0	0
b	0	10.88	0
c	0	0	22.3525

Atoms and the computed forces on them: element, x, y, z (angstrom), force x, y, z (eV/angstrom)
Si	-0.4343	-0.0832	-0.9522	-1.931	-1.6214	3.8492
Si	2.9147	3.4372	-0.8066	3.7972	8.879	-0.5717
Si	0.9698	6.4832	-0.5298	2.603	1.5245	1.9681
Si	2.0513	8.7711	-1.1203	-1.6255	-0.558	0.7038
Si	4.9255	0.3815	-0.0961	-0.0519	-0.7863	-0.6168
Si	7.5302	3.4586	0.9467	-0.1935	0.2266	-1.1206
Si	5.7699	5.0886	0.4299	-1.2523	0.9471	0.5889
Si	10.0011	10.2626	-2.9972	-4.4608	-1.4378	1.6024
Si	0.9277	1.8193	0.7752	1.029	-0.1319	5.1222
Si	3.9163	4.0735	1.5021	1.0392	0.3636	-0.9216
Si	0.6295	6.4347	1.8702	2.2901	-2.8171	-2.3841
Si	3.6471	9.2364	0.6004	-0.9794	4.0944	-0.574
Si	6.8403	1.2091	0.9093	0.1132	0.5379	1.8283
Si	9.6851	4.3969	1.1123	0.0668	-0.1852	2.2761
Si	6.8019	6.8193	1.6602	0.3385	0.731	-2.8946
Si	8.7209	8.9585	1.1707	1.4208	2.5145	-0.3409
Si	-0.1613	2.8491	2.8593	0.3774	1.0541	-2.5692
Si	2.903	-0.1437	2.6775	-0.5942	-0.5852	-0.3068
Si	-0.0875	8.1762	2.7853	-1.8384	2.3738	0.2615
Si	2.6545	5.5398	2.8027	-0.8671	-0.2025	-0.2132
Si	5.3772	2.7614	2.71	0.3358	-0.8137	0.1324
Si	8.0872	0.0765	2.7947	-0.5178	-1.273	-1.827
Si	5.494	8.1446	2.7945	0.8554	-1.4628	3.5514
Si	8.1565	5.4682	2.7184	1.5547	-0.9632	1.1216
Si	1.36	4.08	4.1233	0.1201	-0.0998	0.4471
Si	4.08	1.36	4.1233	0.919	-0.7123	0.1139
Si	1.36	9.52	4.1233	0.2136	0.0207	-0.3227
Si	4.08	6.8	4.1233	0.4134	0.1094	0.7442
Si	6.8	4.08	4.1233	-0.1572	0.0943	-0.1601
Si	9.52	1.36	4.1233	-0.1479	-0.2162	-0.0081
Si	6.8	9.52	4.1233	-0.2972	0.8847	0.3915
Si	9.52	6.8	4.1233	-0.4071	-0.2468	0.8157
Si	0	0	5.4977	0.0425	0.087	0.0165
Si	2.72	2.72	5.4977	-0.186	-0.2234	-0.1291
Si	0	5.44	5.4977	-0.0195	0.1927	0.2137
Si	2.72	8.16	5.4977	-0.2351	-0.1176	0.0996
Si	5.44	0	5.4977	-0.0801	-0.0644	0.2703
Si	8.16	2.72	5.4977	0.2517	-0.2286	-0.1701
Si	5.44	5.44	5.4977	-0.5163	0.1444	-0.1214
Si	8.16	8.16	5.4977	0.2199	-0.2423	-0.0138
Si	1.36	1.36	6.8721	0.159	0.3563	0.054
Si	4.08	4.08	6.8721	-0.6039	-0.0886	-0.5034
Si	1.36	6.8	6.8721	0.1459	-0.0588	0.4211
Si	4.08	9.52	6.8721	0.2062	-0.332	0.1136
Si	6.8	1.36	6.8721	0.8341	-0.6546	0.0856
Si	9.52	4.08	6.8721	0.081	-0.3846	0.2856
Si	6.8	6.8	6.8721	-0.0657	-0.1209	-0.5027
Si	9.52	9.52	6.8721	-0.2915	0.0243	-0.3719
Si	0.034	2.7673	8.3131	0.8458	0.6621	-0.2902
Si	2.7981	0.0464	8.2248	0.7007	1.8021	-0.0781
Si	-0.0382	8.1956	8.2091	0.467	0.1879	-0.3023
Si	2.7545	5.4333	8.3095	0.2683	-0.0397	-0.7121
Si	5.8085	3.0612	8.0116	0.2707	0.7292	-0.9031
Si	8.2679	0.0214	8.3358	-0.2588	0.6852	-1.6992
Si	5.5568	8.1896	8.2348	-0.2745	1.1153	0.2241
Si	7.5305	4.8163	7.9885	0.3746	-0.1874	0.0587
Si	1.2797	4.4369	9.9327	0.8439	-2.182	-0.6905
Si	5.179	1.218	10.0424	-4.0473	1.2943	0.4762
Si	1.1801	9.8718	9.5331	-0.425	-0.4158	0.3828
Si	4.6014	6.4929	9.5394	-1.6829	-0.2718	-0.5774
Si	7.6383	5.2601	10.397	-2.4883	-1.118	-0.8129
Si	9.6683	1.2734	9.5425	0.3707	3.0099	1.2573
Si	7.0696	9.6498	9.7107	-1.9036	-3.1571	-0.4848
Si	8.8324	6.7352	9.1568	-0.2712	2.6547	-0.1989
Si	-0.1333	1.5464	11.6026	0.4005	2.1131	2.141
Si	2.7824	2.5187	12.0662	0.9122	2.714	0.2469
Si	-0.4783	6.0249	10.7763	0.8899	-1.7835	0.2598
Si	1.98	8.0116	10.7372	0.1626	1.8349	-0.4483
Si	6.1834	0.6418	13.2558	4.8766	1.9413	-0.448
Si	8.5084	2.8955	12.0195	0.1723	-3.418	-2.1466
Si	5.2398	3.9238	10.0631	1.3127	1.419	1.3922
Si	6.8461	9.6243	12.0823	2.3373	-1.4237	0.0137
Si	6.8217	7.5164	14.2978	4.8517	-1.2802	0.5957
Si	-3.0387	4.9896	12.6989	2.7594	2.0861	-3.0206
Si	-1.5237	6.362	20.2544	0.5361	-1.2001	-2.0385
Si	8.3413	3.6675	17.1956	4.2037	2.4962	7.4808
Si	12.8111	8.5986	13.6746	0.7639	3.5717	-0.609
Si	8.0665	10.2957	15.525	0.4215	0.7839	-3.885
Si	9.8944	9.7759	13.0888	0.7855	1.7787	-0.4203
Si	3.9281	8.3467	18.6981	-0.0886	-2.3471	0.7264
Si	3.3977	3.3631	15.0513	-1.1866	-0.548	-3.2914
Si	1.7906	7.3221	16.4467	-3.7487	0.6656	0.1125
Si	4.7957	11.1766	17.6606	0.9031	2.1629	-2.3865
Si	2.7057	4.2859	19.2247	5.5446	-0.6145	4.356
Si	5.0969	6.1048	20.0704	0.3882	-1.683	-2.379
Si	7.929	11.5658	17.5517	-1.9295	-5.0814	2.5268
Si	11.1505	5.1191	17.7956	-0.0277	-1.6697	5.8423
Si	-4.022	4.5273	19.6373	-0.4231	1.611	0.3186
Si	6.3346	4.52	15.2268	0.6965	0.5695	-4.6536
Si	0.5172	9.9794	16.9073	2.9541	0.5369	-4.9612
Si	4.2377	13.2139	19.4425	2.0876	3.8051	5.6348
Si	14.5052	11.3313	14.8072	-2.0951	2.2116	-1.6245
O	1.1434	-0.5723	-0.8802	1.7327	-2.1788	-0.2802
O	-0.4665	1.0893	0.2965	1.5557	-0.6278	-1.7982
O	-3.3603	3.7126	-6.3759	-3.3655	0.4427	-6.5533
O	-1.034	4.4663	-5.1496	-2.421	-2.471	-0.8944
O	2.7108	8.3606	-2.5783	0.0722	1.3295	0.7488
O	-1.7383	9.6817	-0.2766	2.8651	1.6093	-0.2953
O	-0.5227	6.2574	-0.8199	-3.9458	0.3295	0.0033
O	4.3804	8.5478	1.7942	-0.6623	-0.6059	-1.6229
O	7.4012	4.8621	-4.2704	0.6255	-3.2389	0.1332
O	5.5058	3.4165	-2.6722	1.4492	-1.0568	-0.2242
O	13.0082	-9.7771	2.0523	-2.9375	1.9755	-3.3664
O	8.5101	-8.8029	-4.6858	2.6514	6.1296	-0.5724
O	12.9715	2.3575	-0.2828	-6.615	-6.9229	2.3321
O	1.7609	5.1713	-0.9121	1.9394	-2.3894	-0.4855
O	7.4819	8.1003	0.5487	-0.3405	-1.9799	2.0102
O	1.1379	2.2924	12.5206	1.0082	-1.8148	-1.8268
O	-2.3297	2.6479	10.2682	-0.0369	-0.419	0.8896
O	8.1074	6.5189	13.0459	-0.861	1.429	3.2598
O	6.7463	4.3238	13.4929	-3.8834	-0.9724	5.762
O	0.5983	7.2162	10.8908	-0.8636	-0.386	-0.0711
O	2.4625	3.5319	10.8061	-1.0345	0.9353	-1.57
O	-3.0128	8.1272	9.3137	1.3891	-0.5556	0.8532
O	1.7655	7.4185	14.7324	1.7903	-0.4299	4.3487
O	7.0697	1.9552	12.4354	0.0078	-1.7177	1.032
O	4.7797	0.9364	13.8187	-1.2541	0.6183	-0.1744
O	4.9777	3.7302	15.3128	0.6997	0.5795	1.1941
O	3.4191	3.7092	13.1619	-0.8767	-3.0894	1.7998
O	6.8824	11.1808	14.7543	1.2268	-0.0297	-0.0334
O	8.5846	9.2674	12.184	0.3448	0.7791	1.1879
O	6.3658	8.2901	13.0214	-2.4143	1.043	-1.2363
O	3.3529	7.4389	10.1762	1.0569	-0.7864	-0.1604
O	20.335	10.4326	14.4852	-2.9838	-0.5323	3.4749
O	11.9207	5.9058	16.7691	2.6506	3.51	-4.0111
O	0.4546	9.1042	13.4668	-2.7175	-0.2529	-0.6411
O	6.3267	11.9726	17.6823	-1.4345	-3.3233	-0.1266
O	4.0389	12.5953	18.0906	-0.4661	-4.5933	-3.9078
O	4.0136	12.3261	11.504	-1.0403	0.6479	-0.7036
O	7.5407	-12.9986	15.2336	-0.9117	-2.757	0.0347
O	8.2701	4.5301	20.5354	-1.1332	0.4247	-0.9757
O	10.465	11.1475	12.4327	-0.4608	-1.9917	0.0921
O	15.3252	9.847	18.4818	0.3944	0.4021	-0.4701
O	4.2159	10.8494	16.1515	2.0437	-1.096	3.9615
O	13.2387	7.9797	12.2824	1.7246	0.7201	2.5261
O	6.3547	6.211	15.235	-0.2317	0.707	-0.2692
O	10.8224	10.6992	18.1251	0.6136	2.7289	0.6204
O	-6.128	5.9196	21.6123	0.5986	0.1956	0.928
O	1.6391	4.0564	18.2288	-6.0375	-0.1898	-3.4451
O	3.0088	-3.3616	17.4785	2.0874	1.6191	-0.5182
O	3.8277	12.2705	8.839	0.569	-2.4602	0.6743
O	0.0404	5.8507	19.2616	-1.7449	-0.434	-1.67
O	0.4709	8.4188	17.0915	2.0122	-3.1834	-0.6715
O	8.4436	10.7355	18.9886	-0.3936	0.6413	-2.1534
O	5.3383	7.5751	19.371	-3.2146	1.1737	-1.2013
O	15.6828	11.8252	20.7227	-1.5344	1.8509	-1.4352
O	3.645	16.4787	19.1866	1.2149	0.1815	1.0056
O	2.8514	10.1483	14.0765	-1.8706	-4.0676	-0.9337

Results
free energy: -36766.034 eV
free energy less fixed offsets of O -463.61, Si -117.95 eV per atom: 47.526 eV
pressure: -1.39 GPa
stress xx, yy, zz, yz, xz, xy (GPa, positive in tension): 2.42, 2.48, -0.74, 0.98, 0.62, 0.37
